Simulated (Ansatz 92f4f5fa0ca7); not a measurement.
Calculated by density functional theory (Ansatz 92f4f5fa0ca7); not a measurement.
Periodic cell of 184 atoms, Si120O64, from a study of silicon, its oxide and their interface. The atomic structure is a simulated model.
This geometry differs little from another in the collection (a relaxation step or a small displacement).

Settings: functional r2SCAN; potential files Ansatz PAW; basis plane waves; wave-function cutoff 800 eV; density cutoff ratio 5; exchange-correlation grid ratio 1; k mesh 1 x 1 x 1, shifted by 0.5 0.5 0 of a step; self-consistency stop 1e-10 eV per atom in the density residual; occupations fixed; spin none; net charge 0.

Cell vectors (angstrom)
a	10.88	0	0
b	0	10.88	0
c	0	0	26.5855

Atoms and the computed forces on them: element, x, y, z (angstrom), force x, y, z (eV/angstrom)
Si	-0.156	0.3465	0.0293	-0.0067	0.0116	0.0195
Si	2.5216	2.8379	0.16	0.0004	-0.0213	0.0195
Si	0.4606	5.1289	0.1237	-0.0033	0.0005	0.0026
Si	2.9691	7.7413	0.0795	0.0052	-0.01	0.0032
Si	5.6976	-0.3587	-0.1264	0.0226	-0.0136	0.0192
Si	8.468	2.5265	-0.0384	0.0061	-0.0131	0.0118
Si	5.3078	5.6627	-0.1516	0.0066	-0.0016	0.0295
Si	8.0493	8.403	-0.3542	0.0036	0.0025	0.0265
Si	1.3499	1.3636	1.4838	-0.01	0.0036	-0.0098
Si	4.1884	4.0674	1.2428	-0.006	0.0165	-0.0134
Si	1.5252	6.6435	1.5303	0.0058	-0.0059	-0.01
Si	4.1115	9.445	1.224	0.0065	-0.0005	-0.0013
Si	6.8419	1.2932	1.1588	0.005	-0.0041	-0.0031
Si	9.6044	4.069	1.2943	0.0059	-0.012	-0.0012
Si	6.9193	6.8237	1.0932	-0.0086	0.007	-0.0067
Si	9.5951	9.4788	1.1205	-0.0101	0.0069	-0.0102
Si	0.0031	2.739	2.7775	-0.0039	-0.0054	-0.0053
Si	2.7746	-0.0705	2.6357	-0.0016	-0.0027	-0.0052
Si	0.0416	8.1275	2.5792	-0.0026	-0.0009	-0.0005
Si	2.8811	5.3067	2.8024	0.0052	0.0023	-0.0113
Si	5.5126	2.6603	2.5578	0.0052	-0.0072	-0.0057
Si	8.2089	-0.06	2.554	0.002	0.0008	-0.0103
Si	5.5196	8.1081	2.5704	0.004	0.0004	-0.0114
Si	8.2008	5.4576	2.5493	0.0009	0.005	-0.0056
Si	1.4121	4.0398	4.1036	-0.0044	0.0017	-0.001
Si	4.125	1.3398	3.9553	0.0004	-0.0012	0.0036
Si	1.3847	9.4732	3.9748	0.0059	-0.0014	0.0023
Si	4.1951	6.7802	4.0179	-0.0026	0.0025	-0.0023
Si	6.8462	4.06	3.9182	0.0002	-0.0018	0.0011
Si	9.5012	1.3107	3.9968	0	0.0003	-0.0037
Si	6.8346	9.498	3.9384	0.002	-0.0025	-0.0047
Si	9.5435	6.7982	3.9537	-0.0001	-0.0048	0.0024
Si	0.0138	-0.035	5.3267	-0.0036	0.0006	0.0013
Si	2.7626	2.6563	5.3874	-0.0001	-0.0003	0.0018
Si	0.0189	5.4495	5.3565	-0.0021	0.0015	0.005
Si	2.7585	8.1245	5.334	-0.0014	-0.0015	0.0014
Si	5.4753	-0.0197	5.3113	0.0018	0.0018	0.0017
Si	8.1613	2.7016	5.3327	0.0009	-0.0018	0.0027
Si	5.5105	5.4037	5.3423	0.0047	0.0031	0.002
Si	8.1729	8.1492	5.3209	-0.0017	0.0019	0.0007
Si	1.3491	1.3229	6.702	0.0003	-0.0015	-0.0005
Si	4.0984	4.0906	6.695	-0.0006	-0.0015	-0.0009
Si	1.378	6.7982	6.7148	0.0011	-0.0009	0.0016
Si	4.0896	9.5266	6.6765	0.0016	-0.0005	-0.0011
Si	6.7927	1.3537	6.6974	0.0013	-0.0009	-0.0022
Si	9.5232	4.0713	6.6915	0.0006	0.0005	0.0005
Si	6.8253	6.7897	6.6953	0.0025	-0.0015	-0.0031
Si	9.5173	9.511	6.6919	0.0013	-0.0006	-0.0027
Si	-0.0025	2.7078	8.0543	-0.0034	-0.0004	0.003
Si	2.6981	-0.0234	8.0431	0.0001	0.0007	0.0016
Si	-0.0168	8.1464	8.0455	-0.0015	0.0002	0.0018
Si	2.7224	5.432	8.0834	-0.0003	0.0024	0.0004
Si	5.4304	2.7303	8.0355	0.002	0.0012	0.0023
Si	8.1664	0.006	8.0646	0.0004	0.0007	-0.0011
Si	5.4349	8.1557	8.0322	0.0018	0.0013	-0.0033
Si	8.1623	5.4358	8.0525	0.0008	-0.0028	0.0013
Si	1.3418	4.0599	9.435	0.0032	-0.0042	0.0009
Si	4.0075	1.4178	9.3517	0.0015	-0.0028	-0.0049
Si	1.3088	9.5208	9.3947	-0.0034	-0.0013	-0.0009
Si	4.0509	6.8535	9.4289	0.0004	-0.0025	-0.0007
Si	6.7732	4.0959	9.395	-0.0009	0.0017	-0.0017
Si	9.4997	1.3944	9.4466	0.0016	0.0011	-0.0014
Si	6.7994	9.4999	9.3983	0.0027	-0.0024	-0.0053
Si	9.5182	6.7796	9.4151	0.003	0.0002	-0.0001
Si	-0.0106	0.0109	10.7779	0.0001	0	-0.0023
Si	2.6766	2.7122	10.8311	-0.0044	0.0028	-0.0052
Si	-0.0404	5.4008	10.7884	-0.0081	-0.0005	0.0006
Si	2.6193	8.187	10.7896	0.0004	-0.0002	-0.0054
Si	5.3806	0.0553	10.6087	-0.0017	0.0028	-0.0035
Si	8.134	2.7953	10.7973	0.0008	-0.001	-0.0082
Si	5.4155	5.4664	10.7409	0.0023	-0.0015	-0.0038
Si	8.168	8.1319	10.7849	0.0042	-0.0009	-0.0092
Si	1.3047	1.3348	12.2204	0.0005	-0.0039	0.0022
Si	4.0073	4.1814	12.1142	0.0039	0.002	-0.0002
Si	1.2559	6.7736	12.1568	0.0008	-0.0011	0.0059
Si	3.9671	9.7071	11.9752	-0.0005	0.0024	-0.0008
Si	6.6711	1.4116	11.9821	-0.0003	-0.001	-0.0018
Si	9.4934	4.113	12.2521	0.0012	0.0036	-0.0009
Si	6.8168	6.738	12.1264	0.0057	-0.008	0.0018
Si	9.5101	9.5382	12.1282	0.0057	-0.0022	0.0047
Si	-0.1127	2.63	13.6085	-0.003	-0.0017	-0.0071
Si	2.7353	0.0551	13.6225	0.0025	-0.0032	-0.0122
Si	-0.0424	8.1576	13.5601	0.003	0.0043	-0.0103
Si	2.58	5.4279	13.5679	0.0015	0.0062	-0.0089
Si	5.3978	2.8087	13.3776	-0.005	-0.0056	-0.004
Si	8.003	0.0464	13.291	-0.0015	-0.0061	-0.0002
Si	5.3112	8.242	13.083	0.001	0.0056	0.0026
Si	8.174	5.473	13.7178	0.0003	-0.001	-0.0122
Si	1.3724	3.8537	14.9457	-0.0033	0.0023	0.0416
Si	3.8237	1.8395	14.7997	0.0101	-0.0005	0.0294
Si	1.6566	9.1843	14.8077	0.0032	-0.0004	0.0296
Si	3.9194	7.105	14.4997	-0.0045	-0.0017	0.0044
Si	7.0042	3.7363	14.8364	-0.0072	0.0022	0.0222
Si	9.0945	1.4023	14.8099	0.0061	-0.0042	0.0103
Si	6.7589	9.3748	14.4725	-0.0079	0.0081	0.0083
Si	9.1535	7.2909	15.0511	-0.015	-0.001	0.0392
Si	1.7362	1.6315	18.2532	0.0031	0.0068	-0.0193
Si	-6.6077	14.5619	19.7088	0.0023	-0.0031	-0.0139
Si	0.2948	10.8071	23.6878	-0.0033	0.0034	-0.0256
Si	5.8312	5.7945	16.6353	0.0051	-0.0043	-0.0017
Si	2.136	6.0331	19.4945	-0.0023	0.0015	-0.0202
Si	7.1168	2.5602	21.6689	-0.0002	-0.001	-0.0206
Si	-1.0534	1.5112	21.8022	-0.0011	-0.0046	-0.0167
Si	0.2367	-0.2745	19.8276	-0.0018	-0.0011	-0.0262
Si	-2.6894	18.4633	17.82	0.0083	-0.0014	-0.0142
Si	10.8091	-0.1555	16.8806	0.0033	0.0031	-0.0094
Si	4.4036	7.3328	18.5382	0.0056	0.005	-0.016
Si	9.5466	8.3233	23.4256	-0.0003	-0.0023	-0.0188
Si	8.5268	6.7138	20.8878	-0.0073	-0.0019	-0.0294
Si	-5.3308	6.0216	20.9887	-0.0034	0.0016	-0.0198
Si	4.319	1.5518	24.6452	-0.0004	-0.0024	-0.0129
Si	-1.5528	14.7546	20.1612	0.0051	0.0023	-0.0223
Si	-4.8136	-1.1673	17.4116	0	0.0008	-0.0102
Si	2.924	-4.1002	22.217	0.0023	0.0097	-0.0283
Si	4.7074	12.332	17.711	-0.0086	-0.0005	-0.0295
Si	4.2526	1.3761	21.5455	-0.0042	-0.0007	-0.0309
Si	2.4096	9.7785	21.6386	0.0004	-0.0004	-0.0171
Si	6.5514	3.6911	24.4772	0.0061	0.004	-0.0113
Si	1.1554	6.9879	24.5004	-0.0012	-0.0077	-0.0215
Si	0.4245	15.1661	17.9153	0.0031	-0.0019	-0.0173
O	0.6366	-0.0743	-1.3286	0.0009	-0.005	0.0267
O	-15.8996	1.5868	-5.287	0.0017	-0.0037	0.0065
O	3.0102	1.9482	-1.11	-0.0075	0.0161	-0.0016
O	1.4465	3.9316	-0.3938	0.0093	0.0079	-0.0103
O	0.2037	5.9806	-1.2486	-0.0009	0.0011	0.0117
O	-2.2466	7.9596	-1.8446	-0.0027	0.0015	0.0154
O	0.1522	7.7088	-3.0897	0.0052	0.0008	0.0086
O	1.9342	8.0754	-1.1551	0.0096	0.0048	0.0188
O	4.9091	0.1194	-1.4838	-0.0127	-0.0005	0.016
O	3.9367	1.5943	-3.4852	0.0002	-0.0019	0.0263
O	7.9502	3.3041	-1.3877	0.005	-0.001	0.0139
O	9.5716	1.403	-0.4802	0.0092	0.0078	-0.0367
O	4.1425	6.7546	-0.5378	-0.0121	-0.0002	-0.0133
O	5.9976	5.1156	-1.5514	-0.0082	0.0069	0.0021
O	6.8514	9.4843	-0.6526	-0.0097	0.0031	-0.0377
O	1.1251	1.0497	19.6082	-0.0058	0.0038	0.0035
O	4.4128	6.1402	22.1325	-0.011	-0.0025	0.0074
O	3.1604	4.7963	19.4358	-0.0017	0.0016	0.0067
O	0.5243	4.3908	16.2816	-0.0067	-0.0022	-0.0064
O	0.8188	9.6019	16.1472	-0.0131	0.0024	-0.0046
O	-1.4594	16.238	20.8162	0.0001	0.0012	0.0022
O	2.847	8.1226	15.2603	0.0036	-0.0062	-0.0091
O	4.7585	12.4578	16.1084	-0.0021	-0.0029	-0.0063
O	0.8276	5.682	18.6296	0.0037	0.0063	0.005
O	8.0461	2.5595	15.3567	0.0061	-0.0009	-0.0224
O	9.5232	0.3587	16.0303	-0.0049	0.0027	0.0048
O	-1.4791	7.359	16.7125	-0.0008	-0.0008	0.0024
O	6.0268	9.9429	15.8132	-0.0032	-0.0009	0.0107
O	1.5756	3.2163	18.2978	0.0003	0.0017	-0.0141
O	7.8946	8.3155	14.9557	0.0058	-0.0035	-0.0158
O	7.5011	9.0655	17.8135	-0.0002	0.002	0.0013
O	5.7565	0.272	18.1154	-0.001	0.004	0.005
O	0.8458	1.1672	16.9888	0.0048	-0.0038	0.0045
O	-1.8873	-3.0794	21.9955	0.0055	0.0075	0.0171
O	1.2677	9.5325	20.4837	0.0073	0.0011	0.0128
O	2.8227	18.236	18.8418	0.0025	-0.0028	0.0031
O	-0.3933	21.0469	18.3842	0.0015	-0.0009	0.0089
O	-0.9229	0.1881	20.8474	-0.0119	0.0069	0.0121
O	1.8838	6.2997	21.061	-0.0056	0.0014	0.0178
O	6.2409	4.3064	16.1807	0.0033	0.0038	0.0017
O	-7.674	11.8924	18.1045	-0.0028	-0.0059	0.0129
O	4.9342	13.7583	18.4532	-0.0019	0.0099	0.0079
O	4.8768	8.672	17.7911	-0.0049	-0.0076	0.0065
O	-2.2933	-3.5647	19.3698	-0.0035	-0.0035	0.0173
O	5.4705	-8.2633	24.9837	-0.0024	-0.0071	0.0091
O	-3.7747	-15.2674	17.3193	-0.0026	0.0037	-0.0099
O	3.584	13.4454	20.6713	-0.0026	-0.0039	0.0137
O	2.2982	6.2742	23.6128	-0.0069	-0.0012	0.0197
O	9.8586	3.8921	18.5952	-0.0034	-0.0034	0.0141
O	9.8288	9.9145	23.4324	-0.0036	0.0009	0.0038
O	2.6348	2.8613	15.346	0.0058	0.0036	-0.026
O	7.0609	-4.5901	21.4285	0.0055	0.0006	0.0139
O	5.2468	7.1832	19.9004	0.0041	0.0031	0.01
O	13.9713	8.3823	22.0579	0.0011	0.0052	-0.0016
O	7.8089	3.291	20.3665	-0.006	-0.0055	0.0048
O	5.4721	4.5077	20.4101	0.0044	0.0009	-0.0013
O	-0.0959	1.381	23.0931	0.0157	-0.0021	0.0053
O	1.6402	-0.5397	22.9381	0.0003	-0.0032	0.0162
O	3.5951	-0.0671	21.1677	0.0015	0.0048	0.0059
O	-0.618	2.8604	21.0084	0.0017	0.0025	0.0108
O	-4.1746	3.6145	22.8621	-0.0047	0.0048	0.0147
O	5.21	-4.2955	15.3749	0.0021	-0.0009	-0.0069
O	-2.5975	1.6087	22.2683	-0.0025	0.0074	0.0144
O	4.6525	5.9465	17.711	-0.0047	0.0017	0.0062

Results
free energy: -113255.851 eV
free energy less fixed offsets of O -570.45, Si -639.56 eV per atom: 0.149 eV

The program warned: the cutoff lies below the one the program advises for these potential files; the forces do not sum to zero within the program's tolerance; empty levels may hold ghost states of the PAW files; the exchange-correlation potential is rough where the density is thin.
